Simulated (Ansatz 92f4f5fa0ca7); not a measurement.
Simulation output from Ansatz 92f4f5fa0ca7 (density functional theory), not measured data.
Periodic cell of 220 atoms, Si132O88, from a study of silicon, its oxide and their interface. The atomic structure is a simulated model.
Doubt: the cutoff is far below the 930 eV that the study's wrapper takes by default for these files, so forces and energies are approximate.

Settings: functional PBE; potential files Ansatz PAW; basis plane waves; wave-function cutoff 580 eV; density cutoff ratio 5; exchange-correlation grid ratio 1; k mesh 1 x 1 x 1, Gamma-centred; self-consistency stop 5e-08 eV per atom in the density residual; occupations fixed; spin none; net charge 0.

Cell vectors (angstrom)
a 10.938 0 0
b 0 10.938 0
c 0 0 32.3704

Atoms: element, x, y, z (angstrom)
Si 0.2742 -0.238 24.9825
Si 5.8204 -0.2864 24.9656
Si 2.4848 2.9028 24.759
Si 7.9315 2.9711 24.8576
Si 0.2243 5.1446 24.7285
Si 5.7035 5.2322 24.7893
Si 2.4806 8.4599 24.9734
Si 7.9654 8.3668 24.8216
Si 1.391 1.3807 26.2504
Si 6.8819 1.3534 26.2732
Si 4.0988 4.0615 26.1213
Si 9.5915 4.0756 26.1745
Si 1.315 6.7961 26.162
Si 6.816 6.8186 26.1924
Si 4.124 9.5632 26.252
Si 9.5724 9.5103 26.1936
Si 2.777 0.0255 27.595
Si 8.2596 -0.0124 27.5923
Si -0.0143 2.7185 27.5867
Si 5.4483 2.7124 27.5712
Si 2.7483 5.4674 27.5367
Si 8.2322 5.4782 27.5531
Si -0.0244 8.1507 27.5738
Si 5.4614 8.1699 27.5912
Si 4.1018 1.3673 28.9521
Si 9.5708 1.3673 28.9521
Si 1.3673 4.1018 28.9521
Si 6.8362 4.1018 28.9521
Si 4.1018 6.8362 28.9521
Si 9.5708 6.8362 28.9521
Si 1.3673 9.5708 28.9521
Si 6.8362 9.5708 28.9521
Si 0 0 30.3194
Si 5.469 0 30.3194
Si 2.7345 2.7345 30.3194
Si 8.2035 2.7345 30.3194
Si 0 5.469 30.3194
Si 5.469 5.469 30.3194
Si 2.7345 8.2035 30.3194
Si 8.2035 8.2035 30.3194
Si 1.3673 1.3673 31.6866
Si 6.8362 1.3673 31.6866
Si 4.1018 4.1018 31.6866
Si 9.5708 4.1018 31.6866
Si 1.3673 6.8362 31.6866
Si 6.8362 6.8362 31.6866
Si 4.1018 9.5708 31.6866
Si 9.5708 9.5708 31.6866
Si 2.7345 0 0.6835
Si 8.2035 0 0.6835
Si 0 2.7345 0.6835
Si 5.469 2.7345 0.6835
Si 2.7345 5.469 0.6835
Si 8.2035 5.469 0.6835
Si 0 8.2035 0.6835
Si 5.469 8.2035 0.6835
Si 4.1018 1.3673 2.0507
Si 9.5708 1.3673 2.0507
Si 1.3673 4.1018 2.0507
Si 6.8362 4.1018 2.0507
Si 4.1018 6.8362 2.0507
Si 9.5708 6.8362 2.0507
Si 1.3673 9.5708 2.0507
Si 6.8362 9.5708 2.0507
Si 0 0 3.418
Si 5.469 0 3.418
Si 2.7345 2.7345 3.418
Si 8.2035 2.7345 3.418
Si 0 5.469 3.418
Si 5.469 5.469 3.418
Si 2.7345 8.2035 3.418
Si 8.2035 8.2035 3.418
Si 1.3601 1.402 4.7817
Si 6.8746 1.3024 4.8022
Si 4.0948 4.1468 4.8033
Si 9.4942 4.1517 4.7448
Si 1.4078 6.8438 4.7927
Si 6.8005 6.8505 4.8428
Si 4.079 9.6281 4.7693
Si 9.5466 9.5764 4.8202
Si 2.7788 0.1307 6.1676
Si 8.1744 -0.1018 6.3223
Si -0.0636 2.7906 6.0294
Si 5.4951 2.74 6.0422
Si 2.7874 5.5272 6.2539
Si 8.1292 5.4554 6.2149
Si 0.0458 8.2524 6.119
Si 5.3908 8.2666 6.1597
Si 4.3588 1.3677 7.5628
Si 9.4129 1.5857 7.4156
Si 1.0366 4.4037 7.3431
Si 7.015 3.7216 7.5329
Si 3.863 7.2236 7.6485
Si 9.8077 6.6422 7.3549
Si 1.644 9.4665 7.4434
Si 6.3441 9.7681 7.7171
O 6.9062 9.5594 24.2888
O 3.0811 2.0934 23.4282
O 6.8626 4.1285 24.2667
O 1.4059 9.6098 24.3773
O -0.0199 5.5491 7.967
O 5.4182 0.1687 7.9207
O 8.2504 2.674 7.8841
O 2.6367 8.2747 8.0316
O 8.4726 2.6886 10.6999
O 1.6529 3.5826 8.6225
O 6.224 9.0991 9.2558
O 4.8469 3.7199 11.2844
O 1.2414 10.3281 8.7802
O 9.0684 7.4445 8.6031
O 4.5616 6.9894 9.1614
O 4.1657 2.2036 9.0211
O 5.2541 0.5831 23.7082
O 12.3502 4.0745 24.1845
O 3.8517 0.17 21.5886
O 5.0614 5.8878 23.3954
O 3.1826 7.7515 23.6752
O 10.5811 0.5126 23.6644
O 8.4748 7.5995 23.4451
O 8.5476 2.2486 23.4948
Si 5.3489 2.8547 9.9778
Si 5.5569 13.8461 20.3673
Si 11.1901 5.6084 15.7981
Si 9.6858 1.4368 22.6771
Si 9.5224 11.0024 20.0504
Si 5.5973 0.7584 16.1876
Si 2.553 21.5985 20.7235
Si 2.3682 -0.9835 17.6719
Si -4.3572 21.9211 19.0818
Si 2.8013 6.7248 19.9623
Si 7.447 5.6349 20.1523
Si 4.3164 1.3467 22.6406
Si 9.1216 20.6497 14.6193
Si 7.9278 12.6229 14.5282
Si 9.3791 9.81 11.5104
Si 0.4918 8.5599 20.7765
Si 5.4131 8.1536 20.2526
Si 12.297 14.194 10.1829
Si 7.6019 12.4092 11.366
Si 8.9194 6.2005 17.3939
Si 15.4861 8.993 15.503
Si 13.685 1.8582 16.6935
Si 3.6076 4.4362 12.0631
Si 17.8955 7.3947 15.2442
Si 9.4327 6.6899 22.4795
Si 4.1382 6.9916 22.6196
Si 0.4238 0.4378 9.7115
Si 8.5557 7.0266 10.0925
Si -0.0699 8.353 16.7423
Si -6.0548 18.2054 13.0255
Si 2.6714 14.7431 19.1068
Si 5.6676 7.7879 10.0829
Si 11.4497 2.1551 20.4841
Si 9.8776 14.8815 13.9042
Si 12.7599 14.427 14.3996
Si -1.6216 4.0527 11.0067
O 4.0737 8.2558 14.0915
O 1.7007 9.4584 21.446
O 9.0225 0.4177 21.5752
O 8.5036 5.8598 21.3952
O 6.2514 17.7278 13.8591
O 10.6582 2.4953 21.8757
O 10.3207 5.6625 23.3939
O 1.3244 -3.4962 19.887
O 9.0592 5.4959 10.3129
O 1.3034 14.4212 19.9757
O 10.8298 14.6633 10.6212
O 5.1627 8.1044 11.6237
O 2.9407 10.1826 19.1993
O -4.3207 12.7523 15.4858
O 0.4133 3.2682 13.5811
O 14.0601 3.7273 13.4524
O 5.9168 9.6489 19.8064
O 10.7382 10.4303 10.8788
O 14.3379 20.127 16.6554
O 4.1122 14.2227 19.6835
O 14.9557 5.9602 12.5172
O 6.213 10.9563 17.5046
O 8.9718 13.8556 14.8069
O 8.189 10.8906 11.1572
O 4.3505 12.6016 16.682
O 9.6036 7.7016 17.5835
O 11.9271 -1.8331 17.7051
O 13.6656 5.4273 18.9804
O 8.6023 22.1465 14.9411
O 7.4537 12.6369 12.9744
O 10.1822 12.0648 8.812
O 12.3292 12.5486 10.3514
O 10.4324 9.6345 20.0139
O 8.2647 5.5738 18.741
O 10.4895 7.7211 21.7879
O 14.9788 7.6857 19.4563
O 10.2025 5.2074 17.0603
O 6.1648 12.5161 10.6119
O 1.6721 12.0029 20.7046
O 1.9945 11.4411 17.1532
O 7.7759 6.3258 16.1937
O 1.5741 4.7103 15.4794
O 6.1725 12.4684 19.6824
O 9.6663 9.6909 13.0985
O 2.1573 13.0795 15.2183
O 3.1861 6.254 21.4943
O 9.0557 8.2804 11.0265
O 5.2165 2.5 21.9081
O 16.6727 8.0441 16.1281
O 6.9607 6.8268 10.2547
O 10.1654 16.3529 14.5381
O -0.5781 1.3882 19.498
O -2.9745 8.5895 14.787
O 6.5201 6.9744 20.0068
O 9.0525 4.3034 12.5793
O 6.2332 3.8676 9.0161
O 13.3625 14.0497 17.6682
O 5.063 8.1155 21.8562
O 5.1298 10.4987 15.1648
O -11.5351 9.4207 15.6444
O 2.3501 15.163 11.0487
O 6.5788 15.1552 20.2933
O 8.1996 10.7861 19.1489
O 0.7241 18.0875 15.9621

Results
free energy: -133962.383 eV
free energy less fixed offsets of O -568.88, Si -635.61 eV per atom: -0.423 eV

Forces (eV/angstrom), in the order of the atoms: element, x, y, z
Si 0.1579 -0.1896 -0.4219
Si 0.0896 -0.0218 -0.2513
Si -0.02 0.1223 -0.1701
Si 0.0264 0.031 -0.2932
Si 0.0396 -0.0428 -0.0916
Si 0.071 -0.1435 -0.2191
Si -0.1441 0.1856 -0.3283
Si -0.1396 0.1729 -0.298
Si 0.0544 0.0684 -0.1642
Si -0.0018 0.0522 -0.1804
Si -0.0237 0.031 -0.1633
Si -0.0535 -0.0184 -0.1984
Si -0.014 -0.1395 -0.1766
Si -0.0051 -0.0546 -0.1548
Si 0.0797 0.0653 -0.2006
Si -0.0439 0.0027 -0.1716
Si -0.0441 -0.0578 0.0837
Si 0.0218 -0.0226 0.05
Si -0.0357 0.013 0.0613
Si -0.0148 0.0503 0.0075
Si 0.0391 -0.0316 -0.0302
Si 0.0105 -0.0266 0.0599
Si 0.1199 0.0733 0.0627
Si 0.0238 -0.0034 0.0773
Si 0.1058 0.1353 0.3294
Si 0.1719 -0.081 0.2649
Si 0.0532 0.0395 -0.2712
Si 0.0076 0.016 -0.3685
Si -0.1179 -0.1895 0.0215
Si -0.129 -0.1243 0.1857
Si -0.0065 -0.0807 -0.3516
Si 0.06 -0.0513 -0.1687
Si -0.0237 0.0536 -0.0015
Si -0.0131 0.0578 -0.0248
Si 0.0084 -0.0146 -0.0162
Si -0.0269 -0.0409 -0.0359
Si -0.0189 0.0286 -0.0279
Si -0.025 0.0043 -0.022
Si -0.024 -0.0126 -0.033
Si 0.0082 -0.021 -0.0083
Si 0.0265 -0.0026 -0.0212
Si 0.0117 -0.0135 -0.0031
Si 0.0077 -0.0378 -0.0246
Si 0.0317 -0.0178 -0.0248
Si -0.0123 -0.001 -0.0109
Si -0.0221 0.0296 -0.0206
Si 0.0312 -0.0144 -0.0133
Si 0.0171 -0.0076 -0.0295
Si -0.0285 0.0432 0.0381
Si 0.0349 -0.0094 0.0312
Si -0.0206 -0.0399 0.0046
Si -0.0631 0.0425 0.0009
Si -0.0113 0.0432 0.0358
Si 0.0188 -0.013 0.0352
Si -0.0524 0.0467 -0.0011
Si 0.0109 -0.0292 0.0063
Si 0.1113 0.0371 0.03
Si 0.0297 0.0669 0.0045
Si -0.0213 -0.0437 0.0105
Si -0.0507 -0.1366 0.0284
Si 0.0788 0.086 0.0059
Si 0.0906 0.0277 0.0277
Si -0.0092 -0.0919 0.0255
Si -0.0732 -0.0027 -0.0081
Si -0.1329 0.0548 0.2125
Si 0.2103 -0.0164 -0.1877
Si 0.0652 0.2627 0.0693
Si -0.1401 -0.2625 -0.1473
Si 0.0432 0.1968 0.0579
Si -0.0297 0.2267 0.1203
Si 0.0186 0.1716 -0.1101
Si -0.1251 -0.08 0.3212
Si -0.0682 -0.044 -0.0875
Si 0.0528 -0.098 -0.0157
Si -0.0946 -0.0417 -0.0256
Si -0.1391 -0.0279 -0.0912
Si 0.0496 0.0026 -0.0289
Si -0.0216 0.1179 -0.1022
Si -0.0614 0.1366 -0.0325
Si -0.0052 0.0251 -0.0062
Si 0.045 -0.0649 0.2833
Si -0.2155 -0.0554 0.2248
Si 0.0223 0.074 0.0671
Si 0.0377 -0.0268 0.2205
Si -0.0621 0.1218 0.1608
Si 0.0717 -0.1659 0.24
Si 0.0869 -0.0007 0.1538
Si -0.0195 -0.105 0.2253
Si -0.0286 0.1638 -0.0218
Si -0.0547 0.0854 0.4028
Si 0.0074 0.0689 0.3143
Si 0.0593 -0.0475 0.2648
Si -0.0856 0.0002 0.1481
Si 0.0071 0.0203 0.232
Si 0.0269 -0.0008 0.0938
Si 0.1006 0.0765 -0.0185
O -0.0906 -0.0684 0.6979
O -0.0789 0.0835 0.1722
O -0.0592 -0.0449 0.5636
O -0.0271 -0.069 0.6941
O 0.029 -0.0809 -0.5345
O 0.0833 -0.1666 -0.0367
O 0.0641 0.0089 -0.2512
O 0.0551 0.0668 -0.3339
O 0.0146 0.0053 -0.0667
O 0.0071 0.0237 -0.1775
O 0.145 0.2647 -0.3992
O 0.129 -0.1309 -0.2075
O 0.0319 -0.0047 -0.0785
O 0.0794 0.0292 -0.3011
O -0.1982 -0.1046 -0.3755
O -0.1 -0.2346 -0.3134
O -0.0723 0.0378 -0.0257
O -0.1452 -0.0404 0.5547
O 0.0647 0.0704 0.1653
O 0.0929 -0.0828 0.2278
O -0.0281 -0.0001 0.0868
O 0.0274 -0.0029 0.1686
O -0.0305 0.0259 0.2186
O -0.0735 0.0926 0.1819
Si -0.0009 0.0153 0.07
Si 0.0224 0.0084 -0.3322
Si -0.0014 -0.0331 -0.0434
Si 0.0174 -0.0885 -0.0618
Si -0.0034 0.0881 -0.1596
Si 0.0363 -0.0246 0.1894
Si -0.2779 0.0118 -0.1912
Si 0.0744 0.026 0.0934
Si 0.1438 0.0111 0.1689
Si 0.0577 -0.0394 -0.1691
Si -0.2504 -0.0079 -0.1963
Si 0.0497 -0.0199 0.0376
Si 0.054 0.0158 -0.0732
Si 0.0256 -0.0315 0.0053
Si -0.0001 0.0159 0.139
Si 0.065 0.1331 -0.2791
Si 0.081 -0.0739 -0.2507
Si -0.0497 0.0828 0.1958
Si 0.045 0.0141 0.1765
Si -0.0383 0.014 0.1768
Si -0.0737 0.0369 0.0959
Si -0.073 0.0115 0.0748
Si -0.1027 0.0723 0.129
Si 0.0869 0.0001 -0.0233
Si -0.0389 0.0258 -0.0035
Si -0.0719 0.0506 -0.0206
Si -0.0495 -0.1351 -0.0085
Si 0.0668 -0.0218 0.2227
Si -0.108 -0.0012 0.0171
Si 0.0108 -0.124 0.0299
Si -0.0056 0.1 0.1294
Si 0.1314 0.0079 -0.0034
Si 0.0051 0.0011 -0.2223
Si -0.0324 -0.0838 -0.0821
Si -0.0139 -0.0259 -0.0698
Si 0.0187 0.0242 0.092
O 0.0026 0.0382 -0.0201
O 0.0168 0.003 0.0967
O 0.0196 0.0606 0.2137
O 0.1776 0.0683 0.246
O -0.0354 0.0478 -0.0122
O -0.0588 0.0014 0.1352
O 0.112 -0.0947 0.1485
O -0.0466 0.0753 0.0797
O -0.0557 -0.0176 0.0202
O -0.0293 -0.0555 0.0078
O 0.0453 -0.0253 -0.0476
O 0.0359 0.0231 -0.1564
O 0.0207 0.0157 0.0261
O -0.0233 0.0175 -0.0116
O 0.0045 -0.0118 0.0571
O -0.0208 0.0052 0.0656
O -0.0479 -0.0618 0.014
O 0.1325 0.1559 -0.1031
O 0.0382 -0.0572 -0.0803
O -0.0011 -0.0498 0.0448
O 0.0145 -0.0095 -0.0248
O -0.0684 0.0197 -0.1627
O 0.0257 0.0321 0.0215
O -0.053 0.0166 -0.0964
O 0.0288 0.0302 -0.039
O 0.0104 -0.0264 -0.028
O -0.0498 -0.0254 0.0036
O 0.0014 0.0008 -0.0001
O 0.0022 0.0098 0.0628
O -0.0075 0.0306 -0.0997
O -0.0987 -0.0259 -0.2598
O 0.0388 -0.0581 -0.0216
O 0.0913 -0.0848 0.0839
O 0.1255 0.0371 -0.1196
O -0.067 -0.0856 0.0821
O -0.0217 0.0657 0.0512
O 0.0251 0.0554 -0.055
O -0.0504 0.0973 -0.1316
O 0.0906 -0.0942 0.1031
O -0.0238 0.0086 -0.0175
O -0.0278 -0.034 -0.0372
O -0.0137 0.0684 0.0576
O -0.0293 0.0144 0.0032
O 0.0179 -0.0056 -0.026
O -0.0213 -0.0139 -0.0518
O 0.0732 0.0057 0.2101
O -0.0457 -0.129 -0.0682
O -0.0297 -0.0226 0.1959
O -0.0078 0.0052 0.03
O -0.1394 -0.0782 -0.0584
O 0.0208 -0.0265 0.0184
O 0.0184 0.002 0.0716
O -0.0713 -0.0334 -0.0025
O 0.0321 -0.016 0.0544
O -0.0049 -0.0236 -0.0533
O 0.2013 0.0907 -0.3105
O 0.0002 -0.068 -0.1003
O -0.0373 -0.0273 0.1627
O 0.0044 -0.0279 -0.1199
O 0.0266 -0.0105 0.0412
O -0.0319 -0.0908 -0.1137
O 0.0359 0.016 0.1319
O 0.0033 -0.0188 -0.0101
O 0.0235 -0.0109 -0.0204

The program warned: the cutoff lies below the one the program advises for these potential files; the exchange-correlation potential is rough where the density is thin.
